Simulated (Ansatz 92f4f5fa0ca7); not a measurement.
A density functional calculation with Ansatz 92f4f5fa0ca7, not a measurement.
Periodic cell of 351 atoms, Si241O110, from a study of silicon, its oxide and their interface. The atomic structure is a simulated model.
Doubt: the cutoff is far below the 930 eV that the study's wrapper takes by default for these files, so forces and energies are approximate.

Settings: functional PBE; potential files Ansatz PAW; basis plane waves; wave-function cutoff 580 eV; density cutoff ratio 5; exchange-correlation grid ratio 1; k mesh 1 x 1 x 1, Gamma-centred; self-consistency stop 5e-08 eV per atom in the density residual; occupations fixed; spin none; net charge 0.

Cell vectors (angstrom)
a 11.6015 0 0
b 0 13.3963 0
c 0 0 40.4762

Atoms: element, x, y, z (angstrom)
Si 0 2.2327 1.1851
Si 3.8672 2.2327 1.1851
Si 7.7343 2.2327 1.1851
Si 1.9336 5.5818 1.1851
Si 5.8008 5.5818 1.1851
Si 9.6679 5.5818 1.1851
Si 0 8.9308 1.1851
Si 3.8672 8.9308 1.1851
Si 7.7343 8.9308 1.1851
Si 1.9336 12.2799 1.1851
Si 5.8008 12.2799 1.1851
Si 9.6679 12.2799 1.1851
Si 1.9336 1.1164 1.9745
Si 5.8008 1.1164 1.9745
Si 9.6679 1.1164 1.9745
Si 0 4.4654 1.9745
Si 3.8672 4.4654 1.9745
Si 7.7343 4.4654 1.9745
Si 1.9336 7.8145 1.9745
Si 5.8008 7.8145 1.9745
Si 9.6679 7.8145 1.9745
Si 0 11.1635 1.9745
Si 3.8672 11.1635 1.9745
Si 7.7343 11.1635 1.9745
Si 1.9336 1.1164 4.3426
Si 5.8008 1.1164 4.3426
Si 9.6679 1.1164 4.3426
Si 0 4.4654 4.3426
Si 3.8672 4.4654 4.3426
Si 7.7343 4.4654 4.3426
Si 1.9336 7.8145 4.3426
Si 5.8008 7.8145 4.3426
Si 9.6679 7.8145 4.3426
Si 0 11.1635 4.3426
Si 3.8672 11.1635 4.3426
Si 7.7343 11.1635 4.3426
Si 0 0 36.1356
Si 3.8672 0 36.1356
Si 7.7343 0 36.1356
Si 1.9336 3.3491 36.1356
Si 5.8008 3.3491 36.1356
Si 9.6679 3.3491 36.1356
Si 0 6.6981 36.1356
Si 3.8672 6.6981 36.1356
Si 7.7343 6.6981 36.1356
Si 1.9336 10.0472 36.1356
Si 5.8008 10.0472 36.1356
Si 9.6679 10.0472 36.1356
Si 0 0 38.5038
Si 3.8672 0 38.5038
Si 7.7343 0 38.5038
Si 1.9336 3.3491 38.5038
Si 5.8008 3.3491 38.5038
Si 9.6679 3.3491 38.5038
Si 0 6.6981 38.5038
Si 3.8672 6.6981 38.5038
Si 7.7343 6.6981 38.5038
Si 1.9336 10.0472 38.5038
Si 5.8008 10.0472 38.5038
Si 9.6679 10.0472 38.5038
Si 0 2.2327 39.2932
Si 3.8672 2.2327 39.2932
Si 7.7343 2.2327 39.2932
Si 1.9336 5.5818 39.2932
Si 5.8008 5.5818 39.2932
Si 9.6679 5.5818 39.2932
Si 0 8.9308 39.2932
Si 3.8672 8.9308 39.2932
Si 7.7343 8.9308 39.2932
Si 1.9336 12.2799 39.2932
Si 5.8008 12.2799 39.2932
Si 9.6679 12.2799 39.2932
Si -0.3102 3.1577 26.477
Si 8.1966 -0.451 26.1614
Si 9.0028 -2.0242 29.9436
Si -2.1032 4.9267 29.7501
Si 0.9984 2.1643 29.8919
Si 15.4475 8.9274 32.0748
Si 1.133 0.1092 28.6958
Si 2.0415 4.8515 29.641
Si 3.9507 5.5999 28.4166
Si 2.1385 8.6165 25.4969
Si 5.5386 15.4093 26.4236
Si 13.5881 12.2338 32.3011
Si 5.4063 4.4269 29.9651
Si 6.6694 5.7962 25.2984
Si 9.6693 5.4379 32.1374
Si 4.6104 4.8602 26.2297
Si 3.8718 7.9515 28.1206
Si 6.7579 -1.1281 29.9745
Si -4.7771 8.1701 27.2704
Si 1.9202 5.5171 32.0166
Si 5.6951 15.4174 21.8825
Si -0.0292 17.3603 28.7791
Si 5.9069 10.8257 26.1685
Si 10.2905 11.7141 27.9336
Si 0.1107 2.1492 32.1321
Si 3.8153 2.2165 32.3873
Si 7.7117 2.347 32.082
Si 7.5247 3.1502 29.799
Si 5.7586 5.4517 32.1442
Si 6.9779 0.9662 28.6907
Si -0.2191 8.9136 32.1155
Si 3.5237 9.4815 29.8019
Si 7.8014 8.8817 32.3443
Si 2.2604 12.018 30.0014
Si 5.9602 12.2884 32.2359
Si 9.6664 12.2088 32.1294
Si 1.9322 1.0413 33.0973
Si 5.8475 1.1457 32.95
Si 9.6625 1.1169 32.7853
Si 0.0277 4.3948 32.9388
Si 3.8126 4.4712 33.0416
Si 7.725 4.4731 33.0585
Si 1.8478 7.7927 32.7636
Si 5.7741 7.7416 32.7855
Si 9.6615 7.6679 33.1088
Si -0.0061 11.1166 32.9675
Si 3.9548 11.1308 32.9913
Si 7.8039 11.1302 33.1322
Si 1.9289 1.1089 35.4182
Si 5.8093 1.1191 35.327
Si 9.6659 1.1167 35.2457
Si 0.003 4.4614 35.3228
Si 3.8585 4.4756 35.3898
Si 7.7342 4.4691 35.3915
Si 1.9213 7.8103 35.236
Si 5.7953 7.8062 35.2499
Si 9.6699 7.7946 35.4329
Si -0.0035 11.1594 35.333
Si 3.8814 11.1607 35.3543
Si 7.7374 11.1629 35.4371
Si 0.0045 -0.0043 5.1693
Si 3.8592 -0.0068 5.1409
Si 7.7371 0.0065 5.1704
Si 1.9238 3.348 5.068
Si 5.8031 3.3568 5.0982
Si 9.6664 3.3504 5.1201
Si -0.0117 6.7047 5.0864
Si 3.8647 6.7043 5.0564
Si 7.7329 6.7046 5.1283
Si 1.947 10.0443 5.2103
Si 5.8032 10.0523 5.0853
Si 9.6879 10.0504 5.2009
Si 0.0221 -0.0023 7.5621
Si 3.8261 -0.0102 7.5164
Si 7.7394 0.0395 7.568
Si 1.881 3.3755 7.397
Si 5.7848 3.3954 7.4426
Si 9.6542 3.3656 7.4778
Si -0.0539 6.7548 7.4249
Si 3.8557 6.7458 7.3742
Si 7.7055 6.7533 7.4934
Si 2.0559 10.0301 7.6376
Si 5.8651 10.0694 7.4212
Si 9.8051 10.0583 7.6252
Si -3.9008 2.3292 8.3301
Si 6.6522 -1.5217 14.4357
Si 3.7072 2.4847 10.4067
Si 0.8977 4.9513 13.4478
Si 1.8939 5.629 8.0626
Si 9.6279 5.6003 8.2601
Si 0.1628 8.8752 8.448
Si 4.0679 8.877 8.3478
Si 3.1105 4.1969 13.4622
Si -2.1051 5.6513 10.6382
Si 5.7762 12.2827 8.2905
Si 10.1224 14.6741 13.6052
Si 3.3774 -0.3089 17.1569
Si 5.7338 5.6389 8.2286
Si 10.2683 5.3501 17.641
Si 7.3738 4.976 11.4605
Si 8.364 0.2781 16.041
Si 7.9145 5.6299 14.5225
Si -0.0759 4.5137 11.315
Si 1.9287 12.2646 8.4547
Si 7.6078 11.324 11.5028
Si -3.0927 13.7456 18.9001
Si 7.7012 7.1157 17.1123
Si 9.5953 7.865 11.326
Si 5.4703 6.0389 10.5449
Si 6.891 2.9411 15.4766
Si 13.568 1.2274 11.5008
Si -4.1091 2.6288 10.7055
Si 5.1859 8.499 10.501
Si 11.5942 2.2578 8.2819
Si 2.0373 12.2634 10.8902
Si 2.9675 1.8475 13.6756
Si 11.3583 3.7195 15.1161
Si -1.9564 11.2759 20.3482
Si 0.4958 8.0024 10.7962
Si 9.4722 12.5615 10.8164
O 15.913 35.1054 21.6165
O -35.6687 18.8306 23.2338
O 5.232 41.1721 25.2027
O 8.7786 19.3833 17.5772
O -7.3096 -30.7414 11.6031
O -17.0925 4.5419 19.1849
O 3.7705 -1.0045 15.7497
O 7.2883 20.1597 15.551
O 1.962 25.8783 20.5173
O -4.7465 -14.6935 25.8391
O 12.9171 21.6956 16.8701
O 9.4393 6.1555 14.2073
O -22.4663 35.1621 26.2947
O 13.758 27.5106 16.8412
O 17.1305 34.8474 28.2556
O 36.8534 23.5373 24.8724
O -10.789 25.8955 25.4272
O -6.1119 41.8096 20.3073
O 13.6562 -3.0278 29.737
O 8.3314 17.4707 20.6253
O -5.2878 24.4147 22.6131
O -7.0232 13.9792 17.8615
O -8.2621 8.4377 26.593
O -5.6182 30.4153 21.7793
Si 0.8554 20.6679 13.1487
Si 3.8137 29.0747 8.1094
Si -6.2971 14.666 13.4349
Si -1.2417 20.3104 22.6952
Si 19.213 10.0309 22.5453
Si -1.8362 9.4765 17.6275
Si 7.3544 20.3097 22.3601
Si -7.9977 4.7806 11.2097
Si -5.9125 -1.0248 10.678
Si 22.2621 -3.1699 14.9346
Si 16.453 11.2671 28.9997
Si 15.0518 -3.7031 21.7646
Si 16.9118 19.2551 18.5917
Si -7.3504 31.055 16.2695
Si -9.8182 9.0386 15.4946
Si -22.2995 11.2259 24.3999
Si -7.5973 -2.3777 14.9013
Si 11.0657 12.1952 12.5123
Si -0.5685 8.8749 27.1096
Si 3.8976 24.467 11.7273
Si 2.1656 15.4606 15.9146
Si 13.0796 13.9462 25.8209
Si -3.31 16.8153 25.6672
Si -6.0047 14.7187 11.1475
Si -10.5051 8.1276 20.933
Si 9.8618 9.4271 24.5414
Si 3.4279 16.3364 30.2073
Si -0.0941 15.6415 10.6696
Si -13.0281 20.885 13.5684
Si -4.0319 -4.2799 10.643
Si 3.2328 11.8243 19.7678
Si -10.8774 25.8387 21.5587
Si -11.4955 21.5251 17.9848
Si -0.6168 28.6604 22.1116
Si 5.41 27.1666 19.2639
Si -13.5093 25.7087 8.4169
Si -7.4927 14.069 24.0579
Si 1.5976 19.2062 10.3417
Si -2.1239 16.6301 19.8286
Si 23.4496 17.7903 23.7928
Si -4.8286 31.3439 20.6864
Si 2.8525 32.8071 23.8433
Si -2.2215 1.4307 11.4237
Si 8.2916 1.4331 23.536
Si 7.7947 9.0093 8.2877
Si 3.7259 6.8519 21.1896
Si 9.3799 20.6806 29.0577
Si -6.7998 24.3906 23.3168
Si -2.2173 9.0635 30.6032
O -11.8562 7.5534 21.5959
O -37.9817 0.4178 24.8001
O 13.2714 18.4097 23.3697
O -5.2802 2.4322 14.0365
O -13.2113 37.3575 16.3903
O -16.2373 41.4295 22.5884
O -4.9716 19.5022 21.1556
O 4.6298 -14.1869 20.0858
O -32.178 14.3108 24.7134
O 0.8075 11.5625 11.826
O -24.3636 24.6441 13.7026
O 11.6427 2.8858 23.2025
O -21.384 9.2946 21.857
O -11.9919 13.0405 28.2462
O 19.1655 11.3275 13.2051
O -8.0734 37.1064 20.2393
O -15.1464 27.2553 27.5188
O -7.6055 18.2558 14.7561
O -3.5546 5.0202 25.782
O 6.8576 6.1589 23.7091
O 11.9475 14.0131 21.7677
O -1.3794 -9.2386 18.7318
O -30.4375 15.079 22.7826
O -2.3083 40.638 14.7345
O -14.0057 -0.5848 20.0261
O -12.5312 18.0836 16.216
O 13.7327 20.2769 20.8503
O -18.9377 12.535 23.5199
O 6.9295 -3.6922 26.7602
O -24.5605 34.782 23.8925
O 19.137 15.0711 16.2612
O -14.5869 10.5494 21.3778
O -21.3274 -5.4196 14.2553
O -14.731 36.8255 23.9474
O 0.3528 41.934 25.9552
O -2.4363 0.0269 17.4378
O 5.6094 10.7014 14.91
O 17.9792 -6.4057 18.0648
O -2.6792 6.7285 22.0012
O 12.2239 29.3799 15.9286
O 13.6657 0.3984 27.3445
O -0.9126 2.7624 20.7951
O -0.3587 10.36 27.7934
O 24.4993 -1.5507 22.9556
O 27.0983 46.1739 22.5761
O -0.5429 23.8953 24.2887
O 18.2552 7.2739 25.9537
O -4.1452 -1.0451 15.768
O -30.3455 3.2179 26.3177
O 3.4933 18.7999 25.1842
O 18.5255 13.3745 18.852
O 19.9418 2.9725 24.0899
O -7.2304 6.3873 19.7914
O -8.688 11.9009 18.1706
O 10.7294 7.6747 28.1661
O 19.6761 34.4311 28.1328
O 3.2243 9.7788 15.6164
O -3.2127 -4.8093 17.3386
O -3.6622 17.5619 15.2508
O 4.3195 5.4631 17.3591
O -18.3694 -2.1849 27.3398
O -11.7806 13.6723 13.2476
O 3.7904 25.8695 29.4885
O 0.6775 -16.6242 15.1124
O -16.1831 -24.114 26.3364
O -6.5293 10.3604 24.8317
O 3.5547 24.6717 13.3477
O -11.8683 19.9162 18.0398
O 9.9913 8.7735 14.5672
O -0.4753 11.4626 21.0239
O 17.1422 1.2529 27.8675
O -1.862 9.0692 26.1234
O -14.471 15.3189 19.2206
O -16.051 -7.9577 13.0944
O -8.5546 16.6366 16.658
O 5.8173 -0.202 13.9492
O -5.9426 16.8627 16.3827
O -13.7359 11.9782 26.5234
O -1.9433 16.3888 26.4306
O 18.6613 8.5118 22.3136
O -12.8543 29.5886 14.188
O 9.6198 23.7713 18.9946
O 2.3178 7.5252 24.2692
O 9.5998 14.5803 22.6198
O -11.4542 17.7189 25.4252
O 0.7255 8.6321 19.4281

Results
free energy: -215752.478 eV
free energy less fixed offsets of O -568.88, Si -635.61 eV per atom: 6.332 eV

Forces (eV/angstrom), in the order of the atoms: element, x, y, z
Si -0.0036 -0.0043 0.0156
Si -0.016 0.0093 0.0148
Si 0.0116 0.0216 0.032
Si 0.0378 -0.0223 0.0051
Si -0.0379 -0.0002 -0.0106
Si 0.0011 -0.0375 -0.0023
Si 0.0243 -0.0242 -0.0168
Si 0.0017 0.0142 -0.0111
Si -0.0011 -0.0261 -0.0271
Si 0.0074 0.0224 -0.007
Si 0.0047 0.0018 0.0632
Si -0.0418 0.0046 0.013
Si -0.0222 -0.0648 -0.0032
Si 0.0005 -0.0297 -0.025
Si 0.0188 -0.0411 0.0007
Si -0.0525 0.0566 -0.0241
Si -0.0023 0.0118 0.0153
Si 0.0256 0.0368 -0.0133
Si -0.0453 0.0808 -0.0009
Si 0.0383 0.0115 -0.0018
Si -0.0535 0.1051 -0.0202
Si 0.0557 -0.0443 -0.0284
Si -0.0634 -0.0339 -0.0021
Si 0.1401 0.0076 -0.0135
Si -0.0553 -0.1737 -0.0687
Si 0.0092 -0.0888 0.1688
Si 0.0496 -0.0808 0.1595
Si -0.139 0.0018 -0.2373
Si -0.0024 -0.0405 -0.2611
Si 0.0393 0.1051 -0.1021
Si -0.0912 0.2669 -0.0737
Si 0.1219 0.0316 -0.3096
Si -0.1062 0.2213 -0.0512
Si 0.1246 -0.0397 0.3593
Si -0.179 -0.006 -0.0226
Si 0.2292 0.0713 0.2525
Si -0.3274 -0.0591 -0.0768
Si 0.1929 -0.0213 0.0148
Si 0.1514 0.2435 -0.0751
Si -0.1031 0.0757 0.1763
Si -0.0712 -0.0836 0.0541
Si 0.1087 -0.2158 -0.268
Si 0.3492 -0.0478 0.0334
Si -0.1027 0.2651 -0.2963
Si -0.3191 0.1091 0.1191
Si -0.0189 -0.2561 -0.3408
Si -0.0733 -0.3101 -0.0233
Si 0.1571 -0.0019 0.2285
Si -0.1409 0.0054 0.0046
Si 0.0756 -0.0033 0.0203
Si 0.0704 0.1166 0.0385
Si -0.0429 0.0203 0.0044
Si -0.0207 -0.0078 0.0062
Si 0.0387 -0.0743 0.0294
Si 0.1608 -0.0599 -0.0246
Si -0.0439 0.1718 0.012
Si -0.152 0.0279 -0.0044
Si 0.0209 -0.0425 0.0086
Si -0.0089 -0.1311 0.0081
Si 0.0626 -0.0462 -0.0055
Si 0.0155 0.004 0.0191
Si 0.0048 -0.0043 -0.0086
Si -0.0137 -0.0182 0.0079
Si -0.0275 0.0141 0.0287
Si 0.0319 -0.0035 -0.0079
Si -0.0028 0.04 -0.0762
Si -0.029 0.018 0.0028
Si -0.0009 -0.0178 0.0525
Si 0.0013 0.0193 0.0217
Si -0.0074 -0.0158 -0.0649
Si -0.003 -0.0061 -0.0664
Si 0.0348 -0.0039 0.0035
Si 0.1153 0.2433 0.5079
Si 0.0534 0.0192 0.0548
Si 0.1553 -0.1011 -0.2025
Si 0.0453 -0.1704 0.1235
Si 0.2723 -0.3856 -0.0769
Si -0.1503 0.0265 0.126
Si -0.4559 0.569 -0.2162
Si 0.0568 0.2378 0.6652
Si -0.2205 0.1802 -0.0501
Si -0.1616 -0.0756 0.078
Si -0.1419 -0.0925 0.0813
Si -0.0791 -0.0558 0.1418
Si -0.0889 -0.5293 -0.038
Si 0.1553 0.1911 -0.2475
Si 0.0736 0.0553 0.0417
Si 0.07 0.0852 0.0687
Si 0.0629 -0.6887 -0.7321
Si 0.0869 -0.0344 0.0547
Si 0.0743 0.1042 0.4186
Si 0.0213 0.21 -0.2012
Si 0.0875 -0.033 -0.3053
Si 0.0984 0.0636 -0.3075
Si -0.0432 0.1669 0.0505
Si -0.2222 0.1362 0.5554
Si 0.1806 0.1541 0.0238
Si -0.0566 0.1294 -0.0111
Si 0.1054 0.0914 0.0103
Si -0.0643 -0.0137 0.1356
Si -0.015 -0.195 -0.0716
Si 0.0593 0.0661 -0.278
Si -0.1248 0.1014 0.0981
Si -0.442 0.3206 0.3146
Si 0.0985 -0.0571 0.0796
Si 0.022 -0.1124 0.1299
Si -0.134 -0.1454 -0.1165
Si 0.0172 -0.0634 -0.1143
Si 0.0146 0.0409 0.185
Si -0.0326 0.0335 -0.0633
Si -0.0893 -0.0635 -0.0709
Si 0.0689 -0.0924 -0.0526
Si -0.0114 0.0163 0.3775
Si -0.0688 -0.1236 -0.121
Si -0.1056 -0.0174 0.1084
Si 0.0116 0.0339 0.1129
Si -0.0345 -0.0622 0.386
Si -0.0121 -0.0015 -0.0368
Si 0.1251 0.0087 -0.1549
Si 0.0077 -0.0302 -0.0583
Si 0.0158 -0.0433 -0.0067
Si -0.0195 0.0654 0.0715
Si 0.0502 0.0177 0.0708
Si 0.0047 0.0008 0.0195
Si -0.0054 0.1282 -0.0673
Si 0.012 0.0719 0.0526
Si -0.1008 0.1024 0.0425
Si 0.0305 -0.0596 -0.02
Si 0.0346 -0.3093 -0.0782
Si 0.0277 0.053 0.0699
Si 0.037 0.0127 0.0105
Si 0.0133 0.0057 0.0354
Si -0.0205 -0.0256 -0.0461
Si -0.019 -0.0124 0.0032
Si -0.0181 0.0317 -0.0197
Si -0.0506 0.005 0.0456
Si 0.0068 0.0258 0.0228
Si 0.0139 -0.0336 -0.0202
Si -0.0285 0.1051 -0.0462
Si 0.0142 0.0429 0.0172
Si -0.0054 0.0381 0.0258
Si 0.0862 -0.0219 -0.1016
Si 0.0315 0.0309 0.0186
Si 0.1011 -0.0448 -0.0732
Si -0.0591 0.0181 -0.0015
Si 0.0826 0.0371 0.0513
Si -0.0307 -0.0348 0.1947
Si 0.0365 0.0009 -0.0398
Si 0.0239 -0.0426 0.108
Si -0.0624 0.0024 0.1419
Si 0.0435 -0.1835 0.2251
Si 0.0162 -0.0996 0.1264
Si -0.0051 -0.0511 0.1013
Si 0.0897 0.0526 0.102
Si 0.1247 0.1409 -0.0141
Si -0.0903 0.0361 0.1403
Si -0.0048 0.0687 -0.0061
Si -0.2077 0.1652 0.0191
Si -0.3423 -0.0653 0.0838
Si 0.0397 -0.4647 -0.2091
Si -0.0369 -0.0632 -0.0744
Si -0.0591 0.036 0.0738
Si 0.1615 0.0483 0.1976
Si 0.0579 0.0469 -0.163
Si 0.4197 0.1844 -0.0987
Si 0.0014 -0.2243 0.1198
Si -0.0013 -0.0882 0.0326
Si -0.214 0.0893 -0.0245
Si -0.0422 0.0944 0.005
Si 0.0818 0.0607 -0.1395
Si -0.1118 -0.1037 0.0395
Si -0.0488 0.1089 0.3199
Si 0.0398 0.1377 0.1576
Si 0.2452 0.2 0.0389
Si -0.1836 -0.1291 0.0186
Si -0.0136 0.0084 -0.0334
Si 0.1185 0.2571 0.5672
Si -0.01 0.0978 -0.0578
Si -0.0138 -0.053 0.1945
Si 0.2585 -0.1101 0.0321
Si -0.036 0.0342 -0.089
Si -0.2573 -0.1408 0.1022
Si 0.3161 0.3222 0.0948
Si -0.0489 0.0129 -0.0234
Si -0.1858 -0.0009 0.3952
Si -0.0004 -0.0506 0.1632
Si -0.207 -0.096 0.1081
Si 0.1966 -0.1246 0.0589
Si 0.1878 0.1959 -0.2228
Si -0.0923 0.2299 -0.0926
Si -0.3705 -0.2345 -0.1128
Si -0.1326 -0.1344 -0.2007
O -0.0677 0.1016 0.1437
O 0.0007 -0.0104 0.0463
O 0.0887 0.0103 0.1322
O -0.0026 -0.0075 -0.0178
O 0.127 -0.1362 -0.2578
O -0.0146 0.0562 0.0329
O 0.0104 0.0138 -0.0291
O -0.1345 -0.0765 -0.137
O -0.0159 -0.019 0.0662
O -0.1018 -0.0404 0.0413
O -0.0217 0.0046 0.053
O 0.0626 0.0121 0.081
O 0.1403 -0.0519 -0.0969
O 0.0132 -0.0051 0.0668
O 0.1159 0.3223 -0.1778
O 0.105 -0.0991 0.016
O -0.007 -0.0161 -0.0899
O -0.0786 -0.0174 0.0982
O 0.5329 -0.0945 0.0229
O -0.0508 0.0409 0.0537
O -0.2805 -0.0115 0.0426
O -0.027 -0.087 -0.0312
O 0.2124 -0.0661 0.3836
O -0.0794 0.0016 0.167
Si 0.2769 0.3569 0.081
Si 0.025 -0.0287 0.0468
Si -0.2165 0.0461 -0.3033
Si -0.0893 -0.0048 0.0043
Si 0.152 -0.1021 0.0066
Si -0.1299 0.0981 0.0135
Si 0.1792 0.0096 -0.1272
Si -0.1317 -0.0455 0.2666
Si -0.3193 -0.0406 -0.1313
Si 0.0596 -0.2219 0.0817
Si 0.3341 0.497 -0.0928
Si -0.1974 -0.1791 -0.3481
Si 0.1718 -0.0972 -0.1003
Si -0.1434 0.1823 -0.1704
Si -0.0129 -0.0119 -0.1121
Si -0.183 0.1054 -0.0159
Si 0.1693 -0.1339 -0.0119
Si -0.1245 0.0699 0.179
Si -0.1985 0.0689 0.0145
Si 0.2729 0.171 0.2252
Si -0.1174 0.0336 -0.2516
Si -0.1089 0.0626 0.2669
Si 0.2748 -0.1654 -0.2758
Si 0.1602 -0.0275 0.0893
Si 0.0096 -0.0649 -0.0293
Si 0.0385 -0.0946 -0.1362
Si -0.2611 -0.1755 -0.2142
Si 0.1524 0.1208 -0.0519
Si -0.4129 0.0566 -0.6604
Si 0.0921 -0.0935 -0.3737
Si 0.0471 0.0741 -0.2772
Si -0.0718 0.1345 -0.0953
Si 0.16 -0.1394 0.0711
Si -0.2041 0.0815 -0.1229
Si 0.154 0.0646 -0.0368
Si -0.0786 0.039 0.0623
Si -0.0673 -0.0478 -0.1863
Si -0.1591 0.0971 -0.0283
Si -0.0601 -0.0756 -0.0143
Si -0.1996 -0.0797 -0.0598
Si 0.1234 -0.2004 -0.2554
Si -0.0949 -0.0501 -0.1463
Si -0.0031 0.169 -0.157
Si 0.0468 -0.0767 -0.3098
Si 0.1159 0.0975 -0.1213
Si 0.0384 -0.0996 -0.2443
Si -0.0694 0.0698 -0.3144
Si 0.3882 0.2321 0.3526
Si 0.0795 0.3461 0.0089
O 0.0403 0.0277 -0.0459
O -0.0001 -0.1147 0.2005
O 0.2068 0.0613 -0.0028
O -0.0175 0.0026 -0.0729
O -0.0831 -0.0113 -0.063
O 0.0625 -0.0097 0.1185
O -0.022 0.0852 0.0601
O -0.0685 -0.0839 0.1321
O 0.0578 0.0624 -0.0087
O 0.1156 0.1454 -0.2751
O -0.0508 0.1476 -0.1699
O 0.0969 0.0338 0.0352
O 0.1578 -0.0114 0.0114
O 0.0088 -0.2081 -0.1874
O 0.0283 -0.1262 -0.374
O 0.0127 0.0326 0.1818
O -0.1231 0.0223 0.0713
O -0.1783 -0.1561 -0.1598
O -0.043 0.0654 -0.0047
O -0.1123 -0.1432 0.287
O 0.0833 -0.1096 0.0169
O 0.0463 0.009 -0.0253
O -0.0703 -0.0037 0.1593
O 0.2157 -0.0572 -0.0302
O 0.019 -0.1301 0.0533
O -0.0896 -0.0032 0.1563
O 0.0404 -0.0268 0.0552
O 0.0136 -0.1102 -0.0226
O 0.0549 -0.0666 -0.0026
O -0.0077 0.0597 0.1032
O 0.079 0.0287 -0.0312
O -0.0201 -0.0072 0.0195
O 0.0281 -0.0953 0.0188
O -0.0417 0.0159 0.0594
O 0.0945 -0.1534 -0.0738
O 0.0003 0.0089 -0.1281
O 0.098 0.0569 -0.0838
O -0.0311 0.0214 -0.0708
O -0.0463 -0.0031 0.0345
O -0.1091 0.1081 -0.0039
O 0.0732 -0.0959 -0.2069
O 0.0654 0.0228 0.0216
O -0.0028 0.0238 -0.1356
O 0.0978 -0.0762 0.0721
O -0.0292 0.0405 0.1106
O 0.0545 0.0855 0.0437
O -0.1414 0.1137 -0.0076
O 0.099 -0.1345 -0.0879
O -0.1144 0.0733 -0.0617
O 0.0013 -0.0858 -0.0041
O 0.0007 -0.0497 0.0251
O -0.0531 0.1652 0.223
O -0.1194 0.0623 0.139
O 0.0044 -0.04 0.0603
O 0.0614 -0.139 0.0848
O -0.1225 -0.0703 -0.0406
O 0.0382 -0.0156 -0.0044
O 0.1555 0.2179 -0.0216
O 0.0526 -0.0303 0.0097
O -0.0015 0.0303 0.0216
O -0.0395 -0.0171 -0.1071
O -0.0548 -0.2043 0.2616
O -0.0907 -0.3739 0.1561
O -0.0826 0.113 0.0007
O -0.0719 0.0593 -0.0615
O 0.0639 0.0523 -0.0317
O 0.0183 -0.0339 -0.1383
O 0.0652 0.086 0.0513
O -0.0601 0.2136 0.3322
O -0.0097 -0.0438 -0.0162
O 0.0589 -0.1039 0.1287
O 0.0023 0.0069 0.036
O 0.02 -0.0081 -0.0064
O 0.0365 -0.1501 -0.4132
O -0.0583 -0.1726 0.0037
O -0.0888 -0.0183 -0.0245
O 0.0972 -0.0441 -0.0026
O 0.1113 -0.0963 -0.0285
O -0.2113 -0.0459 0.0196
O -0.067 -0.0117 0.0268
O 0.1182 -0.127 0.0211
O 0.0501 -0.1147 -0.0699
O 0.0617 0.072 0.0504
O -0.0463 -0.0022 0.1388
O 0.0242 0.0921 -0.1483
O -0.0712 0.0173 -0.1262

The program warned: the cutoff lies below the one the program advises for these potential files; the exchange-correlation potential is rough where the density is thin.
